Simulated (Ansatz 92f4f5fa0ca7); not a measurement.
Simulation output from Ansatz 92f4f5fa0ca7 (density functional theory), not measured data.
Periodic cell of 221 atoms, Si132O88H1, from a study of silicon, its oxide and their interface. The atomic structure is a simulated model.
Doubt: the cutoff is far below the 930 eV that the study's wrapper takes by default for these files, so forces and energies are approximate.

Settings: functional PBE; potential files Ansatz PAW; basis plane waves; wave-function cutoff 580 eV; density cutoff ratio 5; exchange-correlation grid ratio 1; k mesh 1 x 1 x 1, Gamma-centred; self-consistency stop 5e-08 eV per atom in the density residual; occupations fixed; spin none; net charge +1 e, with a uniform compensating background and no finite-size correction.

Cell vectors (angstrom)
a, 10.938, 0, 0
b, 0, 10.938, 0
c, 0, 0, 32.3348

Atoms: element, x, y, z (angstrom)
Si, -0.1305, 0.1848, 24.7472
Si, 5.6773, -0.2933, 24.7176
Si, 2.4116, 3.0046, 24.9209
Si, 8.5535, 2.4192, 24.5847
Si, 0.1936, 5.1946, 24.9612
Si, 5.2819, 5.814, 24.8991
Si, 2.9584, 7.931, 24.8745
Si, 7.8734, 8.4397, 24.9926
Si, 1.3248, 1.3694, 26.201
Si, 6.8507, 1.372, 25.9833
Si, 4.1204, 4.1193, 26.1379
Si, 9.5257, 4.0037, 26.1497
Si, 1.3743, 6.8033, 26.2258
Si, 6.7609, 6.8998, 26.3521
Si, 4.0897, 9.5821, 26.1368
Si, 9.5938, 9.5935, 26.1517
Si, 2.7308, 0.0077, 27.5165
Si, 8.1859, 0.037, 27.5046
Si, -0.0287, 2.723, 27.5724
Si, 5.4975, 2.7245, 27.471
Si, 2.7632, 5.4466, 27.5695
Si, 8.1941, 5.4468, 27.5308
Si, -0.0037, 8.2081, 27.5343
Si, 5.401, 8.2684, 27.6145
Si, 4.1018, 1.3673, 28.9166
Si, 9.5708, 1.3673, 28.9166
Si, 1.3673, 4.1018, 28.9166
Si, 6.8362, 4.1018, 28.9166
Si, 4.1018, 6.8362, 28.9166
Si, 9.5708, 6.8362, 28.9166
Si, 1.3673, 9.5708, 28.9166
Si, 6.8362, 9.5708, 28.9166
Si, 0, 0, 30.2838
Si, 5.469, 0, 30.2838
Si, 2.7345, 2.7345, 30.2838
Si, 8.2035, 2.7345, 30.2838
Si, 0, 5.469, 30.2838
Si, 5.469, 5.469, 30.2838
Si, 2.7345, 8.2035, 30.2838
Si, 8.2035, 8.2035, 30.2838
Si, 1.3673, 1.3673, 31.6511
Si, 6.8362, 1.3673, 31.6511
Si, 4.1018, 4.1018, 31.6511
Si, 9.5708, 4.1018, 31.6511
Si, 1.3673, 6.8362, 31.6511
Si, 6.8362, 6.8362, 31.6511
Si, 4.1018, 9.5708, 31.6511
Si, 9.5708, 9.5708, 31.6511
Si, 2.7345, 0, 0.6835
Si, 8.2035, 0, 0.6835
Si, 0, 2.7345, 0.6835
Si, 5.469, 2.7345, 0.6835
Si, 2.7345, 5.469, 0.6835
Si, 8.2035, 5.469, 0.6835
Si, 0, 8.2035, 0.6835
Si, 5.469, 8.2035, 0.6835
Si, 4.1018, 1.3673, 2.0507
Si, 9.5708, 1.3673, 2.0507
Si, 1.3673, 4.1018, 2.0507
Si, 6.8362, 4.1018, 2.0507
Si, 4.1018, 6.8362, 2.0507
Si, 9.5708, 6.8362, 2.0507
Si, 1.3673, 9.5708, 2.0507
Si, 6.8362, 9.5708, 2.0507
Si, 0, 0, 3.418
Si, 5.469, 0, 3.418
Si, 2.7345, 2.7345, 3.418
Si, 8.2035, 2.7345, 3.418
Si, 0, 5.469, 3.418
Si, 5.469, 5.469, 3.418
Si, 2.7345, 8.2035, 3.418
Si, 8.2035, 8.2035, 3.418
Si, 1.4209, 1.3366, 4.8028
Si, 6.8309, 1.4025, 4.8072
Si, 4.0823, 4.1086, 4.8185
Si, 9.5969, 4.0671, 4.8274
Si, 1.3885, 6.7965, 4.8231
Si, 6.8644, 6.7972, 4.7448
Si, 4.0844, 9.5909, 4.8114
Si, 9.6218, 9.5328, 4.7522
Si, 2.7434, -0.0364, 6.2929
Si, 8.2808, 0.0151, 6.0346
Si, 0.112, 2.7279, 6.1772
Si, 5.4434, 2.7591, 6.2295
Si, 2.7041, 5.4466, 6.2719
Si, 8.183, 5.4309, 6.1628
Si, 0.0287, 8.1523, 6.1708
Si, 5.4768, 8.1695, 6.0301
Si, 3.8365, 1.6755, 7.5999
Si, 9.9888, 1.002, 7.3469
Si, 1.5507, 3.8789, 7.7286
Si, 6.5651, 4.3922, 7.5731
Si, 4.3764, 6.6531, 7.4453
Si, 9.2781, 7.0762, 7.4366
Si, 1.1666, 9.6134, 7.6263
Si, 7.0776, 9.3651, 7.2473
O, 1.3416, 4.1506, 24.3384
O, 6.84, 9.5354, 24.292
O, 2.7122, 2.7768, 8.1584
O, 8.2103, 8.2851, 7.7382
O, 5.4631, 5.5456, 8.0497
O, 0.0383, -0.1633, 8.052
O, 4.1069, 6.8523, 24.3206
O, 9.6749, 1.2557, 24.1954
O, 1.6181, 8.8028, 9.0315
O, 0.8707, 4.4134, 9.1683
O, 9.3835, 1.8405, 8.6267
O, 6.5209, 9.936, 8.677
O, 4.5854, 1.1931, 8.9922
O, 3.8565, 7.4338, 8.7871
O, 7.211, 3.8575, 8.9916
O, 9.5572, 6.6288, 8.9962
O, 2.928, 2.2565, 23.5331
O, 5.0393, 0.1391, 23.2558
O, 8.1711, 3.0002, 23.0683
O, 10.3247, 5.7209, 23.6236
O, 8.3211, 7.5168, 23.7147
O, 2.3117, 8.5024, 23.4645
O, 6.1931, 5.4311, 23.5512
O, 0.6374, 10.5593, 23.3776
Si, 3.0453, 8.4279, 9.7885
Si, 7.5833, 3.9444, 10.5753
Si, -1.1687, 3.8646, 15.9414
Si, 3.3944, 2.9471, 22.139
Si, 7.0391, 0.6576, 19.7628
Si, 12.3224, -5.7553, 17.4865
Si, 2.683, 9.456, 20.2392
Si, 9.2846, 6.3035, 14.8382
Si, 2.6555, 11.1249, 17.6577
Si, -2.098, 9.8833, 17.8101
Si, 4.7441, 0.3639, 21.677
Si, 9.4282, 12.4245, 10.2146
Si, 4.4086, 11.2671, 10.3704
Si, 3.3135, 1.7421, 12.8674
Si, 9.0451, 8.5051, 12.9072
Si, 1.0192, 9.1203, 22.682
Si, -0.1243, 0.8922, 16.4447
Si, -1.1528, 0.2454, 13.8861
Si, 0.3479, 13.1249, 12.2014
Si, 5.599, 5.0458, 22.0825
Si, 6.8987, 4.8721, 15.3983
Si, 5.3188, 4.2219, 12.7528
Si, 4.5796, 11.2461, 15.418
Si, 4.1044, 6.6571, 20.0654
Si, 4.3898, 5.0751, 17.3645
Si, -0.7765, 7.0625, 17.8443
Si, 4.951, 12.9557, 17.8321
Si, 3.1572, 6.3065, 12.1127
Si, 7.9185, 3.1318, 21.4593
Si, 9.6042, 6.9866, 22.8998
Si, 9.6787, 5.4387, 20.4065
Si, 11.8366, 4.8611, 10.7563
Si, -3.5302, 9.9438, 14.9794
Si, 1.7394, 4.6812, 20.3801
Si, 7.1125, 10.5327, 10.1322
Si, 9.3867, 6.5364, 10.6059
O, 8.3224, 5.3509, 10.9573
O, 9.9164, -1.0454, 12.8735
O, 19.5034, 13.6278, 10.9199
O, 2.7966, 5.8804, 20.6262
O, -2.8294, 4.0403, 16.2327
O, -4.7006, 15.0506, 14.1063
O, 0.3088, 5.2928, 20.7966
O, 3.4189, 12.038, 11.3888
O, -1.1005, 7.3279, 13.7184
O, -0.0315, 6.1685, 11.0714
O, 1.7359, 4.2961, 18.8066
O, 7.8896, 1.6678, 20.7286
O, 3.882, 0.7613, 14.0282
O, 2.2401, 9.9999, 18.7604
O, 1.3241, 9.1129, 21.0716
O, 10.9736, 1.399, 10.7867
O, 9.8464, 0.1877, 17.533
O, 9.727, 8.5777, 18.2735
O, 4.4359, 1.9419, 21.4031
O, 3.0499, 18.6397, 11.2545
O, 6.5439, 3.9915, 21.2867
O, 9.042, 3.9611, 20.6134
O, 3.7401, 8.2322, 20.027
O, 0.8523, 6.7156, 17.8529
O, 3.4112, -0.4066, 21.1999
O, 1.3579, 11.952, 17.1012
O, 1.703, 12.8424, 13.0561
O, 0.3199, 3.7511, 11.7994
O, 9.934, 4.8023, 14.5888
O, 2.4395, 16.1161, 11.1611
O, -14.2249, 6.1951, 14.799
O, 5.8436, 11.0791, 11.1208
O, -2.6699, 11.2657, 14.5113
O, 10.8789, 10.9265, 15.0815
O, 5.6174, 5.3285, 16.3183
O, 4.4885, 6.1844, 18.5537
O, 13.7922, 5.2167, 16.6827
O, 9.0474, 6.5252, 21.4375
O, 3.4793, 10.4886, 16.3817
O, -0.2838, 8.2005, 22.862
O, 5.3353, 6.336, 21.0967
O, 5.8207, -0.6894, 15.081
O, 2.1076, 3.3308, 21.2066
O, -3.2699, 8.8442, 13.7657
O, 2.3691, 6.6041, 13.513
O, 3.6574, 1.2214, 18.4292
O, 4.1859, 4.3233, 22.4593
O, 5.9749, -0.1153, 20.7262
O, -1.2838, 6.8541, 16.3215
O, 0.0837, 4.4337, 16.856
O, -0.87, 1.6776, 13.1705
O, 4.6622, 5.7112, 12.4689
O, -1.4778, 5.9945, 18.8843
O, 4.0801, 14.1121, 12.9386
O, 6.2957, 1.5731, 18.6279
O, -2.9768, 9.5003, 16.469
O, 10.1103, 2.288, 15.9717
O, 8.8421, 7.9185, 11.3707
O, 15.5888, 3.6007, 18.0029
O, 3.7841, 9.8402, 9.9678
O, 8.6981, 0.0612, 10.4654
O, 6.2319, 3.8141, 11.4709
O, 7.9078, -0.5273, 19.0499
O, 5.1202, 12.5673, 16.2437
H, 2.6903, 6.1817, 14.326

Results
free energy: -133980.556 eV
free energy less fixed offsets of H -15.97, O -568.88, Si -635.61 eV per atom: -2.626 eV

Forces (eV/angstrom), in the order of the atoms: element, x, y, z
Si, 0.0375, -0.1121, -0.2767
Si, 0.0625, -0.0391, -0.4738
Si, 0.0166, 0.0443, -0.4563
Si, -0.0021, 0.0639, -0.4995
Si, 0.0852, -0.0758, -0.5922
Si, 0.0003, 0.0768, -0.4534
Si, 0.0371, -0.1683, -0.5825
Si, 0.055, -0.1165, -0.4196
Si, -0.0389, 0.0468, -0.0604
Si, 0.0267, -0.0201, -0.0662
Si, -0.0315, 0.0838, -0.1437
Si, -0.0368, -0.0249, -0.0293
Si, 0.0247, 0.0208, -0.1067
Si, 0.0888, -0.0145, -0.1498
Si, 0.0263, -0.0529, -0.0336
Si, -0.0599, 0.0354, -0.2095
Si, -0.0068, -0.0083, 0.0673
Si, 0.0882, -0.0617, -0.097
Si, -0.0129, -0.0142, 0.0589
Si, 0.0032, -0.0568, -0.0515
Si, -0.0162, 0.032, -0.0035
Si, 0.081, 0.0142, 0.0234
Si, 0.0002, 0.0032, -0.0086
Si, -0.0732, -0.0066, 0.0998
Si, 0.1957, 0.0388, -0.3855
Si, -0.2498, -0.0834, 0.1766
Si, -0.0309, -0.061, 0.0903
Si, -0.044, -0.1912, -0.1781
Si, -0.2107, 0.0549, 0.4232
Si, 0.0096, -0.1261, -0.1761
Si, 0.0475, 0.0221, -0.137
Si, 0.0838, 0.3938, 0.0792
Si, -0.0613, -0.016, -0.0658
Si, 0.0824, 0.0011, -0.0162
Si, -0.049, 0.029, -0.0628
Si, 0.0138, -0.0771, -0.036
Si, 0.0349, 0.0085, -0.0296
Si, -0.033, 0.0376, -0.0709
Si, -0.0138, -0.1239, -0.0061
Si, -0.0332, -0.0031, -0.0864
Si, 0.0093, -0.0256, 0.012
Si, -0.0261, 0.0826, 0.0219
Si, 0.0352, 0.0046, 0.0193
Si, -0.0294, 0, -0.0059
Si, -0.0242, 0.0805, 0.0248
Si, 0.0241, -0.0045, 0.0109
Si, 0.0002, 0.0199, -0.017
Si, 0.0456, -0.0289, 0.017
Si, 0.0256, -0.0495, 0.0093
Si, -0.0229, -0.0021, -0.0197
Si, -0.0055, 0.0252, -0.0111
Si, 0.0271, -0.0829, -0.0108
Si, -0.0245, 0.0051, -0.0031
Si, 0.0268, 0.0036, 0.0021
Si, -0.0107, -0.0726, 0.006
Si, -0.0307, -0.0015, -0.0127
Si, 0.0251, 0.1227, 0.0149
Si, -0.001, -0.0321, 0.0627
Si, -0.0297, -0.0387, 0.0685
Si, -0.0121, 0.0416, 0.0318
Si, 0.0724, 0.0163, 0.0556
Si, -0.0428, 0.0754, 0.0249
Si, -0.0097, 0.0383, 0.0082
Si, 0.0419, -0.0246, 0.0742
Si, 0.2591, 0.0384, -0.0633
Si, -0.0346, 0.1537, 0.2212
Si, 0.2201, -0.1297, 0.0298
Si, 0.038, 0.1168, 0.1216
Si, -0.0279, -0.113, 0.2507
Si, -0.2465, -0.1748, -0.0796
Si, -0.0952, -0.0441, 0.2389
Si, 0.1685, -0.139, -0.2657
Si, 0.1253, -0.0269, -0.0265
Si, -0.1142, 0.0306, -0.0194
Si, -0.0125, 0.0291, 0.0084
Si, 0.0043, 0.0169, -0.0196
Si, 0.0639, 0.0418, -0.0522
Si, 0.1572, 0.0711, -0.1299
Si, -0.0307, 0.0611, -0.0983
Si, 0.0064, -0.1653, -0.1285
Si, -0.0693, 0.0297, 0.2395
Si, -0.0916, -0.0164, 0.2484
Si, -0.0167, -0.0545, 0.0629
Si, -0.0068, 0.064, 0.1021
Si, 0.081, -0.052, 0.1142
Si, -0.0549, -0.0665, 0.1541
Si, -0.1163, -0.0036, 0.0932
Si, -0.061, 0.0079, 0.2397
Si, -0.0789, 0.1138, -0.1139
Si, 0.1309, -0.0729, -0.1346
Si, -0.0403, 0.1577, 0.1784
Si, 0.0265, 0.0888, 0.066
Si, 0.0232, -0.1047, 0.2162
Si, 0.0067, -0.0612, 0.3866
Si, -0.0434, 0.0907, 0.1318
Si, 0.8202, -0.5295, -1.2594
O, -0.0904, -0.0012, 0.6728
O, -0.0399, 0.0493, 0.5842
O, 0.1104, -0.2197, -0.2759
O, -0.3617, 0.2642, -0.1494
O, 0.0179, -0.0202, -0.398
O, -0.1139, 0.1393, -0.3518
O, -0.0252, 0.0996, 0.6152
O, -0.0802, 0.1338, 0.3705
O, 0.0304, 0.1752, -0.2118
O, 0.0913, -0.182, -0.4627
O, -0.1632, -0.2353, 0.4482
O, 0.2502, 1.6017, 3.1756
O, 0.2901, -0.226, 0.3192
O, -0.0591, 0.1526, 0.0262
O, -0.0661, -0.0806, -0.1809
O, -0.0123, 0.0689, -0.3808
O, -0.1176, -0.0076, 0.4687
O, 0.1623, -0.0494, 0.5766
O, 0.1141, -0.1574, 0.7117
O, 0.0674, -0.0105, 0.2716
O, -0.0255, 0.0539, 0.2216
O, 0.0579, -0.0107, 0.3148
O, -0.0457, 0.1432, 0.4831
O, -0.0998, 0.1056, 0.3353
Si, -0.1681, -0.6184, -0.0634
Si, -0.1676, 0.3772, 0.1429
Si, 0.021, 0.1174, 0.1332
Si, -0.0429, 0.2103, -0.4272
Si, -0.0249, 0.0238, 0.0248
Si, 0.0882, 0.0463, 0.2026
Si, 0.2842, -0.174, -0.1757
Si, 0.0985, 0.0633, 0.2177
Si, 0.0035, -0.0206, 0.2734
Si, 0.0037, 0.0288, 0.2688
Si, 0.0079, -0.0582, -0.4152
Si, 0.9485, 1.8893, -0.1425
Si, -1.971, 0.3628, -0.771
Si, -0.0142, 0.344, 0.6644
Si, 0.1293, -0.1999, 0.2471
Si, 0.0818, -0.0293, -0.1865
Si, 0.0373, -0.105, 0.2035
Si, 0.1125, 0.0073, 0.3137
Si, 0.0206, 0.1404, 0.3874
Si, -0.2279, 0.021, -0.4431
Si, -0.1083, 0.043, 0.1449
Si, -0.1049, 0.2133, 0.2741
Si, -0.0043, 0.0665, 0.3973
Si, -0.0885, 0.038, 0.0771
Si, -0.0717, 0.0475, 0.2579
Si, 0.0077, -0.1366, 0.151
Si, 0.0242, 0.0374, 0.2059
Si, -0.0249, -0.2252, 0.3943
Si, 0.0852, -0.0225, -0.5067
Si, -0.1038, -0.1195, -0.2551
Si, 0.1461, -0.1498, -0.0961
Si, 0.1737, 0.0703, 0.2886
Si, 0.0723, 0.0478, 0.2849
Si, -0.0136, 0.0907, 0.0144
Si, -0.0352, -0.4457, 0.2572
Si, 0.0473, 0.0583, 0.075
O, -0.0666, -0.077, -0.0484
O, -0.11, 0.0252, -0.1407
O, 0.1131, -0.4612, -0.0557
O, 0.002, -0.0244, 0.0229
O, 0.0323, -0.0603, -0.0899
O, 0.0213, -0.0639, -0.1583
O, -0.0716, 0.0627, 0.0573
O, 0.539, -0.3552, -0.444
O, -0.0489, 0.1387, -0.1752
O, -0.0576, 0.0475, -0.0758
O, -0.0194, -0.0593, -0.1267
O, -0.0013, 0.051, 0.1217
O, -0.0273, 0.0125, -0.3055
O, -0.0182, 0.0651, -0.0853
O, -0.176, 0.0168, 0.3106
O, -0.4768, -0.234, -0.3044
O, 0.0398, 0.0373, -0.0594
O, -0.0084, 0.0624, -0.0792
O, 0.0127, 0.0119, 0.0747
O, -0.0176, 0.3035, -0.299
O, -0.0012, 0.0253, 0.1025
O, -0.0577, -0.0428, 0.1482
O, -0.0938, 0.1147, 0.0155
O, -0.0021, 0.0276, -0.0924
O, -0.0376, 0.0547, 0.1807
O, -0.0533, 0.0418, -0.0999
O, 0.0189, -0.0521, -0.197
O, -0.0586, -0.0595, -0.1609
O, -0.0344, -0.0133, -0.0317
O, -0.0315, -0.0186, -0.1182
O, -0.0371, 0.017, -0.0742
O, 2.9054, -0.5707, -1.192
O, -0.0157, -0.0174, -0.1588
O, -0.0526, -0.0262, -0.1421
O, 0.1199, 0.0109, -0.1292
O, 0.062, -0.0797, -0.1716
O, -0.0375, 0, -0.0924
O, -0.0083, 0.1852, 0.338
O, 0.0679, -0.0163, -0.1791
O, -0.0446, 0.017, 0.0063
O, 0.0747, -0.1796, 0.2246
O, -0.0278, -0.0543, -0.1297
O, 0.1453, -0.1246, 0.167
O, 0.0012, 0.0129, -0.1263
O, 0.0307, 0.0369, -0.1184
O, -0.0488, 0.0051, -0.0989
O, -0.0003, 0.0374, 0.0796
O, -0.0499, 0.0105, 0.1288
O, -0.0561, -0.0106, -0.1357
O, -0.0851, -0.0477, -0.1348
O, 0.0132, 0.0413, -0.2131
O, -0.0062, 0.0132, -0.0622
O, -0.0199, 0.0553, -0.0329
O, -0.0321, -0.1633, -0.1063
O, -0.0046, 0.0087, -0.0412
O, -0.0998, -0.0373, -0.2058
O, -0.0267, 0.0122, -0.0632
O, 0.0621, -0.071, -0.062
O, 0.0385, -0.0434, -0.0619
O, 0.4779, 0.359, 0.1342
O, -3.0612, -1.5539, -0.4251
O, 0.1233, -0.1649, -0.1956
O, 0.0255, -0.0447, -0.117
O, -0.0081, -0.0808, -0.2266
H, 0.007, -0.0028, -0.0425

The program warned: the cutoff lies below the one the program advises for these potential files; the forces do not sum to zero within the program's tolerance; the exchange-correlation potential is rough where the density is thin.
